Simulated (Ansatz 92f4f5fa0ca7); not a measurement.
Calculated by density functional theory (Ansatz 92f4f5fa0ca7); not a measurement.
Periodic cell of 256 atoms, Si144O112, from a study of silicon, its oxide and their interface. The atomic structure is a simulated model.
This geometry differs little from another in the collection (a relaxation step or a small displacement).

Settings: functional r2SCAN; potential files Ansatz PAW; basis plane waves; wave-function cutoff 800 eV; density cutoff ratio 5; exchange-correlation grid ratio 1; k mesh 1 x 1 x 1, shifted by 0.5 0.5 0 of a step; self-consistency stop 1e-10 eV per atom in the density residual; occupations fixed; spin none; net charge 0.

Cell vectors (angstrom)
a  10.888  0  0
b  0  10.888  0
c  0  0  36.2432

Atoms: element, x, y, z (angstrom)
Si  -1.4152  -1.6053  1.5321
Si  0.1371  -0.5147  0.0747
Si  -0.2973  5.4314  -1.9356
Si  -1.0231  5.6424  0.2852
Si  6.1429  -5.3149  -4.3383
Si  7.1953  1.6902  -1.0487
Si  5.1991  4.7775  1.2752
Si  7.3878  8.4323  -1.3204
Si  2.7022  -0.0683  2.6138
Si  6.6529  6.5344  1.9025
Si  2.1017  7.9222  -0.1336
Si  0.8923  6.6417  1.4282
Si  7.4738  1.947  1.3125
Si  9.1252  3.7952  1.6012
Si  5.4507  3.9827  -1.7183
Si  8.2908  7.4101  0.5227
Si  0.0063  2.653  2.66
Si  1.344  1.2744  1.2091
Si  -0.0513  8.1116  2.9555
Si  2.5489  5.5806  2.7017
Si  5.6815  2.8116  2.5661
Si  8.2141  0.0617  2.6178
Si  5.3098  8.2363  2.6991
Si  8.173  5.3139  3.1368
Si  1.3589  4.0482  4.0312
Si  4.1478  1.3978  3.8615
Si  1.3813  9.5409  4.1112
Si  3.9566  6.8874  4.1055
Si  6.7595  3.9756  4.3132
Si  9.5753  1.3118  4.0888
Si  6.7571  9.622  3.9835
Si  9.5354  6.762  4.3121
Si  0.0209  -0.0227  5.4565
Si  2.7562  2.6906  5.3443
Si  0.0463  5.3677  5.5263
Si  2.6763  8.1978  5.5257
Si  5.4261  0.0699  5.3754
Si  8.2055  2.6402  5.5284
Si  5.3551  5.4615  5.4407
Si  8.0882  8.2126  5.4351
Si  1.3828  1.3578  6.7704
Si  4.0599  4.0646  6.7811
Si  1.3571  6.7748  6.8673
Si  4.0658  9.5963  6.7809
Si  6.8003  1.3223  6.8335
Si  9.546  4.0337  6.8693
Si  6.7347  6.8222  6.7837
Si  9.5373  9.506  6.7783
Si  0.0183  2.6555  8.1982
Si  2.717  0.0396  8.184
Si  -0.011  8.163  8.1892
Si  2.7455  5.4155  8.1752
Si  5.4277  2.7168  8.1694
Si  8.2067  -0.0308  8.1247
Si  5.3832  8.1983  8.1274
Si  8.1468  5.4592  8.1306
Si  1.4399  3.9916  9.4918
Si  4.0733  1.3624  9.5861
Si  1.3755  9.5436  9.5513
Si  4.0327  6.8584  9.5291
Si  6.8074  4.0838  9.4986
Si  9.5215  1.2802  9.5659
Si  6.8247  9.5208  9.3998
Si  9.4835  6.8217  9.5182
Si  -0.03  -0.0952  10.9715
Si  2.706  2.6826  11.0181
Si  0.0721  5.4025  10.6852
Si  2.7233  8.2366  10.9919
Si  5.5402  -0.0354  10.7926
Si  8.1086  2.6504  10.8738
Si  5.4255  5.4789  10.7949
Si  8.0527  8.2069  10.8427
Si  1.2656  1.2944  12.3833
Si  4.1043  4.2112  12.2101
Si  1.2379  6.8014  12.1692
Si  5.6586  8.1319  13.8671
Si  6.6802  1.3747  12.3158
Si  9.6295  4.0295  11.9803
Si  6.746  6.7993  12.2033
Si  9.3737  9.4954  12.3041
Si  -0.0266  2.8326  13.586
Si  2.7166  0.4327  14.0643
Si  -0.7631  7.4337  13.2514
Si  2.7552  5.6582  13.4986
Si  5.4862  2.9806  13.6818
Si  7.3236  -1.4821  15.2636
Si  4.4186  9.4453  12.2802
Si  8.4814  5.6163  13.1581
Si  1.7131  3.9857  14.6933
Si  3.5164  2.4388  15.0714
Si  1.0303  9.7529  18.3825
Si  2.1626  8.745  15.9411
Si  7.4666  4.0567  14.6674
Si  9.7507  0.8262  17.8183
Si  9.0319  12.958  14.9177
Si  10.046  7.7167  15.4859
Si  -0.054  3.2115  23.2487
Si  6.2982  19.8362  25.7816
Si  5.756  24.4479  22.4828
Si  -3.8103  18.1843  19.234
Si  5.0753  0.9779  19.893
Si  17.9473  -0.672  18.2434
Si  12.8718  5.9659  34.4199
Si  4.6823  -6.3235  27.4689
Si  -10.9138  11.1157  27.1169
Si  0.0747  9.5404  29.5095
Si  -12.3493  -21.8767  34.675
Si  1.8075  5.5633  26.9338
Si  -2.806  22.1591  26.3579
Si  3.7637  -12.5045  37.3744
Si  -11.4007  3.485  19.2316
Si  -8.5864  -14.712  24.4029
Si  0.1223  27.1253  17.1079
Si  2.791  -11.5725  20.6083
Si  -13.1962  6.8874  32.5102
Si  -4.1043  16.4629  21.8773
Si  -4.6054  -3.8632  28.2063
Si  5.0441  -0.6223  34.7881
Si  0.1782  21.7509  32.2269
Si  26.5752  -7.4726  30.2591
Si  13.5562  13.9731  35.1439
Si  -5.6885  -10.4176  27.0189
Si  -21.115  20.5319  24.5932
Si  4.1552  2.7461  25.1739
Si  15.9657  7.3198  23.5591
Si  8.3937  12.2803  23.5037
Si  -6.0492  11.3021  30.132
Si  2.8321  7.2361  21.5487
Si  3.193  -0.8262  32.1404
Si  20.6644  -11.8156  22.2815
Si  5.0665  8.3568  30.6747
Si  8.1383  21.9353  13.7391
Si  -5.0143  5.413  16.983
Si  2.2961  -6.0308  31.5428
Si  9.7767  5.2565  21.456
Si  -11.8489  -3.0172  20.026
Si  19.937  7.4754  29.681
Si  22.8958  -7.9309  25.9876
Si  22.6875  17.6657  29.4991
Si  4.1299  14.1331  18.0357
Si  0.5313  -7.9317  32.9813
Si  1.286  0.7638  22.5719
Si  1.9585  5.1326  19.2924
Si  25.654  17.9465  15.0923
O  -3.1402  5.5689  -4.1507
O  -6.2831  0.4467  -7.7187
O  5.8951  8.5356  -11.9829
O  5.1694  -3.0952  -7.1068
O  -3.8484  4.9653  -20.2782
O  -3.2179  -3.1906  -2.7072
O  15.0856  2.945  -1.6283
O  5.9009  5.4973  -8.3314
O  6.1371  -4.7253  -13.0075
O  12.4757  -4.8621  -10.8472
O  10.8801  9.9459  -10.2359
O  8.174  -1.0547  -1.2431
O  4.2561  -0.5356  -0.0389
O  10.5968  10.4571  -5.482
O  16.7014  -2.0531  -1.3764
O  -8.6119  9.125  17.5282
O  -5.0136  15.4312  30.6883
O  1.1701  -1.6529  35.6516
O  2.6562  11.1737  21.8917
O  4.5704  16.9279  16.2205
O  -2.2244  30.3368  15.7788
O  2.2716  -11.6724  15.0513
O  -19.3698  8.6606  20.9178
O  12.608  -0.2151  19.5086
O  -10.3159  8.3928  15.8847
O  20.1947  34.2791  16.4813
O  20.2815  4.1212  20.3479
O  5.135  20.7462  26.4295
O  10.9276  21.8732  21.7664
O  0.1528  21.6779  17.4975
O  3.1101  4.4074  18.4531
O  1.095  -6.7673  27.1152
O  1.8417  8.5688  24.7576
O  15.0991  23.927  19.205
O  8.6313  1.2141  25.0865
O  11.9605  6.0299  18.2524
O  -1.5274  30.712  21.1161
O  -4.1686  19.7699  19.1139
O  5.4712  12.4591  21.339
O  2.4258  -17.0976  35.3635
O  8.6151  -0.219  18.3166
O  9.9918  17.2594  16.4022
O  -4.4301  6.5462  17.9578
O  3.7173  2.4292  16.7041
O  3.6387  -2.2424  31.4297
O  -9.7638  4.63  16.0812
O  -6.402  -18.2928  28.6657
O  13.525  -5.1778  32.9034
O  -1.6  -10.4125  27.4306
O  -0.4669  -1.7468  23.5351
O  1.9514  -4.0852  22.8409
O  10.7814  4.6619  22.5657
O  -2.3891  10.8465  22.7423
O  6.1511  14.9639  21.7459
O  -16.2664  14.9392  17.7832
O  11.6039  -11.2586  28.4105
O  26.1046  -14.2109  22.1258
O  4.5712  2.8206  23.6004
O  -15.2481  17.4084  20.5643
O  14.3507  0.2926  30.9897
O  2.6466  6.0621  20.4379
O  8.3717  -5.2813  22.1527
O  13.198  2.2365  36.4782
O  -0.8771  -0.6414  33.2704
O  6.969  -8.8113  23.3417
O  -19.2088  -7.8948  25.2725
O  -15.12  9.9613  16.6718
O  -4.8217  11.5114  34.7011
O  1.1817  17.5495  27.9148
O  3.9538  -11.0527  13.2098
O  -7.4123  -7.0531  31.1084
O  0.979  -6.9791  19.7757
O  5.4017  4.8296  35.8973
O  -0.7863  15.1048  17.8149
O  -5.1926  -3.7751  31.5437
O  5.6796  9.9209  30.5501
O  -9.6268  0.1736  24.0781
O  -10.8401  -7.5645  24.845
O  3.9064  -3.9895  24.5995
O  12.5254  -0.6664  32.5325
O  40.3521  9.7882  25.8079
O  -4.4311  18.5616  26.7438
O  -21.6826  19.4907  19.0521
O  -6.6049  -0.4254  20.0776
O  21.7938  -9.3083  32.3516
O  11.6496  12.4442  26.6813
O  -11.8099  6.4415  33.1854
O  20.4991  8.8157  28.9568
O  -0.7819  1.9092  18.9906
O  1.0008  -6.9545  31.7875
O  17.6961  3.1096  34.4985
O  -9.7029  2.3668  22.6227
O  6.2815  11.4785  18.8924
O  -11.2612  6.5709  20.8241
O  4.9671  -7.0345  26.0426
O  16.2605  -8.9791  30.5486
O  7.7011  -14.7802  28.9758
O  14.2529  16.3587  27.3127
O  8.794  18.7305  31.2344
O  1.0923  30.1166  29.9169
O  26.1704  12.2288  25.9317
O  10.3786  3.8493  33.8593
O  -2.1927  18.142  19.1798
O  -2.1923  12.2454  34.6233
O  16.3316  -16.7731  33.2652
O  -4.1407  11.8743  27.054
O  -1.4011  13.2873  22.8974
O  14.9485  10.2778  33.5001
O  12.6418  2.5206  33.9439
O  -7.2732  15.8695  37.8407
O  10.2361  6.3571  29.6961
O  23.7244  5.8751  30.3353

Results
free energy: -155984.589 eV
free energy less fixed offsets of O -570.45, Si -639.56 eV per atom: 2.451 eV

Forces (eV/angstrom), in the order of the atoms: element, x, y, z
Si  0.0011  0.0017  -0.0021
Si  0.0022  -0.0011  0.0007
Si  0.0004  -0.0046  -0.0018
Si  -0.0014  0.0027  -0.0003
Si  0.0003  -0.0019  0.0022
Si  0.0003  0.001  0.0042
Si  0  -0.0014  0.0066
Si  -0.0007  -0.0011  0.0028
Si  0.0004  -0.0034  0.0025
Si  -0.0006  -0.0009  0.0014
Si  0  -0.0007  0.0011
Si  0.0029  0.0021  -0.002
Si  0.0027  -0.0023  -0.0014
Si  0.0026  -0.0012  -0.0014
Si  0.0002  -0.0013  0.0021
Si  0.0013  -0.0016  0.0006
Si  0.0004  0.0017  -0.0006
Si  0.0011  0.0017  -0.0035
Si  0.0002  0.002  0.0001
Si  0.0013  -0.0008  -0.0019
Si  -0.0012  0.0002  -0.0005
Si  -0.0004  -0.001  -0.0003
Si  0.0014  0.002  -0.0009
Si  0.0001  -0.0017  -0.0019
Si  0.0005  -0.0023  -0.001
Si  -0.0003  0.0024  -0.0003
Si  0.001  -0.001  -0.0013
Si  0.0005  -0.0017  -0.001
Si  -0.0014  -0.0011  -0.0001
Si  -0.0006  0.0004  -0.0004
Si  -0.0006  -0.0015  -0.0001
Si  -0.0005  0.0007  -0.0011
Si  0.0003  0  -0.0001
Si  0.002  -0.0007  0.0007
Si  0.0012  -0.002  0.0005
Si  -0.0003  0.0004  0.0007
Si  -0.0005  -0.001  -0.0002
Si  0.0015  -0.0022  0.0003
Si  0.0002  0.0008  0.0004
Si  -0.0009  -0.0014  -0.0002
Si  0.0006  -0.0006  0.0005
Si  -0.0007  -0.0014  0.0005
Si  0.0006  0.0006  0.0013
Si  0.0003  0.0007  0.0008
Si  -0.0015  -0.0001  0
Si  0.0006  0.0005  0.0002
Si  -0.0002  -0.0005  0.0005
Si  0.0003  -0.0007  0.0006
Si  0.0002  -0.0013  0.0003
Si  0  0.0004  0.0002
Si  0.0008  -0.0009  0.0007
Si  -0.0001  -0.0002  0.0006
Si  -0.0013  -0.0021  0.0002
Si  0.0005  0.0014  0.0003
Si  0.0005  -0.0009  -0.0002
Si  -0.0011  -0.0014  0.0008
Si  0.0014  -0.0008  -0.001
Si  -0.0008  0  0.0009
Si  -0.0013  -0.0023  0.0009
Si  0.0001  0.0013  -0.0002
Si  0.001  -0.0006  0.0009
Si  -0.0007  -0.0015  -0.0009
Si  -0.0003  -0.0002  0.0004
Si  0.0003  0.0007  0.0003
Si  -0.0003  0.0004  -0.0002
Si  -0.0009  0.0011  -0.0005
Si  -0.0008  0.0015  0.0012
Si  -0.0019  -0.0009  0.0003
Si  0.0003  0.0001  -0.0011
Si  0.001  0.0001  -0.0001
Si  -0.0004  -0.0003  0.0009
Si  0.0012  -0.0019  0.001
Si  0.0009  0.0002  0.0039
Si  0.0012  -0.0022  0.0024
Si  0.0036  -0.0005  -0.0007
Si  -0.0009  0.0018  0.0007
Si  0.0016  -0.0003  0.0023
Si  -0.0018  -0.002  0.0026
Si  -0.0002  -0.0014  0.0025
Si  -0.001  0.0028  0.0014
Si  -0.0013  0.0018  -0.0002
Si  0.0002  0.0003  0.0026
Si  -0.0034  -0.0029  -0.0008
Si  -0.0005  0.0011  0.0011
Si  -0.0018  0.0006  0.0026
Si  0.0006  -0.0024  0.0025
Si  0.0001  -0.0008  0.0042
Si  0.002  0.0005  0.0016
Si  -0.0005  0.0022  0.0008
Si  0.0018  0.0011  -0.005
Si  0.0009  -0.0003  0
Si  0.0007  -0.0005  -0.0001
Si  0.0016  -0.0012  -0.0001
Si  0  0.0017  -0.0018
Si  0.0001  0.0029  0.0021
Si  -0.0024  -0.0006  0.0007
Si  -0.0009  0.0001  0.0005
Si  0.0002  0.0007  -0.0016
Si  -0.0001  -0.001  0.0004
Si  -0.0009  -0.0007  -0.0014
Si  -0.0002  0.0017  -0.0015
Si  -0.0008  0.0006  -0.0014
Si  0.0029  -0.0027  0.0044
Si  -0.0024  -0.0002  -0.0005
Si  0  -0.0006  -0.0019
Si  0.0014  0.0032  -0.0003
Si  -0.001  -0.0018  0.0013
Si  0.0013  0.0003  -0.0017
Si  0.0004  0.0002  -0.0004
Si  -0.0026  0.0002  -0.0033
Si  0.0004  0.0002  -0.0012
Si  -0.0001  0.0019  0.0004
Si  -0.0016  0.0036  -0.0022
Si  -0.0007  -0.0003  0.0006
Si  0.0001  -0.0029  0.0007
Si  -0.0032  -0.0008  0.0002
Si  0.0005  0.0009  -0.0017
Si  0.0014  -0.0017  0.0026
Si  0.0006  -0.0015  0.0009
Si  -0.0043  -0.0004  0.0009
Si  0.0035  -0.0005  0.0022
Si  -0.0004  -0.0002  -0.0018
Si  0.0008  0.0016  -0.0007
Si  -0.0018  -0.0003  -0.0014
Si  0.0004  0.0003  -0.0002
Si  -0.0001  0.0005  -0.0022
Si  -0.0007  -0.0003  0.0008
Si  -0.0007  0.0011  -0.001
Si  0.0009  -0.0007  0.0026
Si  0.0001  0.0011  -0.0001
Si  0.0004  -0.0011  0.0009
Si  -0.0002  -0.0002  -0.0011
Si  -0.0002  -0.0008  -0.0031
Si  -0.0003  0.001  0.0024
Si  -0.0003  0.0016  -0.0004
Si  0.0008  0.001  -0.0007
Si  -0.0003  0.0002  0.0022
Si  -0.0005  0.0005  -0.0004
Si  0.0036  -0.0013  0.0003
Si  0.0008  0.0005  -0.0025
Si  0.0035  0.0045  0.0046
Si  -0.0002  -0.0072  -0.0002
Si  0.0011  0.0003  -0.0009
Si  0.0028  -0.0002  -0.0008
O  -0.0036  0.0012  -0.0025
O  0.0004  -0.0004  0.002
O  0  -0.0013  0.0005
O  0.0003  0.0005  0.0021
O  -0.0013  -0.0005  -0.0002
O  0.0006  -0.0014  0.0008
O  -0.0022  -0.001  -0.0009
O  0  0  0.0011
O  -0.0017  0  -0.0014
O  0.0002  0.0033  0.0014
O  -0.0004  0.0013  0.0022
O  0.0017  -0.0036  -0.0022
O  -0.0002  -0.0007  0.0002
O  0.0004  -0.0003  -0.0008
O  -0.0005  -0.0006  -0.0005
O  -0.0006  0  -0.0007
O  -0.0024  0.0019  0.0038
O  -0.0021  0.0008  -0.0011
O  0.0002  -0.0012  -0.0037
O  0.0003  -0.0001  0.002
O  0.0014  -0.0003  0.0008
O  -0.0018  0.0007  -0.0002
O  -0.0002  0.0027  0.0006
O  0.0004  -0.0001  0.0025
O  -0.0012  0.0009  -0.0029
O  -0.0012  0.0008  -0.0012
O  0.0014  0.001  -0.0004
O  0.001  0.0002  0.0002
O  0.0003  0.0004  -0.0023
O  0.0002  -0.0003  -0.0001
O  -0.0008  0.0015  0.0018
O  0.0027  0.0029  0.0009
O  0.0005  -0.0002  -0.0001
O  0.0009  -0.0003  0.0002
O  -0.0006  -0.0003  -0.0009
O  0.0011  -0.0005  0.0022
O  0.0009  0.0017  -0.0022
O  0  -0.0004  -0.0011
O  0.0002  0.0003  -0.0002
O  -0.0006  -0.0015  -0.0022
O  0.0003  0.0013  -0.0013
O  0.002  0.0002  0.0012
O  0.0007  0.0012  0.0025
O  -0.0004  -0.0011  -0.0042
O  0.0014  0.0002  0
O  -0.0001  -0.0018  -0.0019
O  0.0017  0.0022  0.0005
O  -0.0018  -0.002  -0.0039
O  0.0007  0.0005  -0.0025
O  0.0006  -0.0001  -0.0024
O  0.001  0.0013  0.0001
O  -0.0012  -0.0006  0.0003
O  0.0007  0.0018  -0.0006
O  -0.0006  0  -0.0004
O  -0.001  0.0011  0.0012
O  -0.0003  -0.0018  0.0026
O  -0.0009  0.0005  0.002
O  0.0023  -0.0002  -0.0001
O  0.0011  0.0004  0.0008
O  0.0014  -0.0005  0.0003
O  -0.0012  0.0015  -0.0006
O  -0.0018  0.0012  0.0012
O  0.0003  -0.0015  -0.0021
O  0.0008  0.0012  -0.0023
O  0.0011  0.0009  0.0007
O  -0.0008  -0.0005  0.001
O  0.0011  0.0005  0.0016
O  0.0001  -0.0014  -0.0008
O  -0.0013  0.0004  0.0014
O  0.0026  -0.0009  -0.0013
O  -0.0008  -0.0008  -0.0013
O  -0.0006  -0.0001  -0.0007
O  -0.0002  0.0008  0.0061
O  0.0004  -0.0011  0.0017
O  0.0009  -0.0005  -0.0014
O  -0.0001  0  -0.0004
O  0.0001  0.001  0.0011
O  0.0018  0.0025  0.0004
O  0.0007  -0.0002  -0.0005
O  -0.001  0  0.0031
O  -0.0002  0.0005  0.0008
O  0.0001  -0.0006  0.0021
O  -0.0007  -0.0004  0
O  -0.001  0.0008  0.0008
O  0.0006  -0.0012  0.0001
O  0.0002  0  0.0009
O  0.0026  -0.0027  0.0042
O  -0.0001  -0.0021  0.0016
O  0.0007  -0.0003  -0.001
O  -0.0005  -0.002  0.0024
O  -0.0006  0.0003  -0.0018
O  -0.0005  -0.0039  0.0012
O  -0.0004  0.0005  0.0009
O  -0.0017  0.0003  -0.0007
O  -0.0009  0.0002  0.0024
O  0.0002  0.0009  0
O  0.0005  0.0012  0.0012
O  0.002  -0.0012  -0.0014
O  -0.0003  -0.0007  -0.0026
O  -0.0013  0.0001  0.0002
O  0.001  0.0002  0.0009
O  0.006  -0.0009  -0.0052
O  -0.0006  -0.0005  -0.0002
O  0.0016  -0.0034  0
O  0.002  0.0002  -0.0045
O  0.0002  -0.0002  0.0006
O  0.0009  0.0009  0.002
O  0.0015  -0.0003  -0.0003
O  -0.0031  0.0034  -0.0029
O  0.0024  0.0016  0.0029
O  -0.0005  0.0018  0.0004
O  -0.0002  -0.0002  -0.0003

The program warned: the cutoff lies below the one the program advises for these potential files; the forces do not sum to zero within the program's tolerance; empty levels may hold ghost states of the PAW files; the exchange-correlation potential is rough where the density is thin.
